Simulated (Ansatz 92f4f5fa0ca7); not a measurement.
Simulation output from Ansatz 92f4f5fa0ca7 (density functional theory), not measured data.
Periodic cell of 220 atoms, Si132O88, from a study of silicon, its oxide and their interface. The atomic structure is a simulated model.

Settings: functional r2SCAN; potential files Ansatz PAW; basis plane waves; wave-function cutoff 800 eV; density cutoff ratio 5; exchange-correlation grid ratio 1; k mesh 1 x 1 x 1, shifted by 0.5 0.5 0 of a step; self-consistency stop 1e-10 eV per atom in the density residual; occupations fixed; spin none; net charge 0.

Cell vectors (angstrom)
a	10.887	0	0
b	0	10.887	0
c	0	0	31.8042

Atoms: element, x, y, z (angstrom)
Si	-0.3796	0.1551	0.0026
Si	3.1738	2.3275	-0.0137
Si	-0.3168	5.5611	0.0098
Si	2.9462	7.9243	0.328
Si	5.1278	-0.1255	0.2174
Si	8.2197	2.4345	0.092
Si	5.051	5.5735	0.0828
Si	8.4703	7.8803	0.0432
Si	1.3627	1.3035	1.1597
Si	4.0758	3.9519	1.4578
Si	1.2733	6.6906	1.3713
Si	4.0207	9.4196	1.7076
Si	6.7301	1.1836	1.3874
Si	9.4024	4.0474	1.3512
Si	6.797	6.7161	1.2461
Si	9.5565	9.4251	1.4256
Si	0.0083	2.6808	2.6106
Si	2.6102	0.0186	2.7791
Si	0.0314	8.1121	2.784
Si	2.6594	5.3358	2.743
Si	5.472	2.6329	2.7788
Si	8.1505	-0.1035	2.7529
Si	5.5243	8.0479	2.7973
Si	8.095	5.4062	2.7275
Si	1.3048	4.0143	4.0938
Si	4.0388	1.3459	4.1085
Si	1.3356	9.5044	4.1477
Si	4.0738	6.714	4.0802
Si	6.8018	4.0308	4.116
Si	9.5431	1.3211	4.0249
Si	6.8186	9.461	4.1506
Si	9.4846	6.7743	4.0805
Si	-0.0276	-0.0113	5.4642
Si	2.7037	2.7111	5.4726
Si	-0.03	5.4219	5.4331
Si	2.7479	8.1427	5.4422
Si	5.426	-0.0212	5.4404
Si	8.2024	2.6918	5.4302
Si	5.4305	5.3879	5.4603
Si	8.1813	8.1337	5.4977
Si	1.3522	1.3453	6.8155
Si	4.0698	4.0761	6.8306
Si	1.3395	6.8067	6.7843
Si	4.0807	9.53	6.8101
Si	6.8078	1.3524	6.7859
Si	9.5271	4.0717	6.8112
Si	6.7883	6.7744	6.8077
Si	9.5188	9.5301	6.8394
Si	0.0195	2.7335	8.1617
Si	2.7268	0.0124	8.1811
Si	0.021	8.199	8.1817
Si	2.71	5.4707	8.1485
Si	5.4654	2.7297	8.1616
Si	8.168	0.0225	8.1767
Si	5.4541	8.1841	8.1378
Si	8.1821	5.4556	8.1646
Si	1.3756	4.102	9.5139
Si	4.0848	1.402	9.526
Si	1.367	9.5703	9.5691
Si	4.0363	6.8938	9.4736
Si	6.8357	4.1006	9.517
Si	9.5563	1.3871	9.5253
Si	6.8128	9.5314	9.5074
Si	9.5308	6.8484	9.5266
Si	0.0305	0.0751	10.9389
Si	2.7296	2.774	10.9133
Si	0.0442	5.5008	10.8442
Si	2.724	8.2257	10.939
Si	5.4467	0.011	10.8291
Si	8.2419	2.7665	10.8873
Si	5.4303	5.5427	10.7353
Si	8.1905	8.2306	10.9097
Si	1.3792	1.4461	12.3534
Si	4.1027	4.2626	12.1241
Si	1.3525	6.8376	12.2758
Si	4.0784	9.6441	12.269
Si	6.8545	1.3419	12.128
Si	9.6308	4.17	12.2328
Si	6.7282	6.8619	12.1465
Si	9.5656	9.601	12.3013
Si	0.121	2.9275	13.7427
Si	2.7667	0.0978	13.7457
Si	0.0329	8.2091	13.6789
Si	2.8068	5.5677	13.6332
Si	5.5211	2.8456	13.2653
Si	8.202	0.118	13.6404
Si	5.4538	8.2687	13.568
Si	8.1408	5.5264	13.4241
Si	1.8326	4.0298	15.1147
Si	4.0808	1.8276	14.7294
Si	1.5943	9.3481	15.0555
Si	3.9003	7.1894	14.961
Si	7.0763	3.86	14.6786
Si	9.3746	1.7442	14.9148
Si	7.0053	9.4102	14.9002
Si	9.1618	7.0982	14.8021
Si	28.3312	-10.2682	19.7657
Si	-3.0706	-1.3579	27.2287
Si	4.1967	15.3742	26.6157
Si	20.6264	16.1028	24.1363
Si	12.9217	0.2119	27.5542
Si	9.689	3.6647	19.0965
Si	-2.1512	16.0789	21.2632
Si	14.0942	22.6725	23.2524
Si	-13.9781	12.6719	29.1434
Si	0.5936	7.4405	23.6917
Si	6.0862	3.4654	21.2509
Si	13.5121	-1.9749	29.2289
Si	3.8762	15.1304	29.519
Si	0.2605	22.0928	17.1827
Si	11.2021	0.7295	22.3532
Si	3.8115	-0.3652	20.6713
Si	-9.847	15.6921	29.1151
Si	9.3742	7.6023	25.5608
Si	-7.244	18.2702	26.9817
Si	5.5012	22.0976	16.9459
Si	9.4877	22.5747	19.6723
Si	16.6208	-16.1846	16.9421
Si	21.2511	18.0775	19.4651
Si	-5.511	2.832	24.3135
Si	-9.6101	30.6163	21.2415
Si	-0.7603	0.1083	28.7981
Si	-10.122	7.292	27.6322
Si	-6.8245	14.8475	19.0389
Si	-3.4296	1.4879	26.2591
Si	12.5883	35.5956	26.834
Si	13.9108	-20.6883	18.2274
Si	12.1606	15.7319	18.1774
Si	-2.2645	-15.5401	17.54
Si	-4.0618	20.5735	29.834
Si	13.6217	-1.602	25.1454
Si	10.1854	13.0826	24.8888
O	-0.2443	-0.39	-1.545
O	-1.1749	-6.8513	-11.1293
O	11.2335	-6.1966	-1.2284
O	-8.9047	10.0596	-5.4767
O	-1.3497	6.7437	-0.5261
O	-2.9651	8.7723	-1.2132
O	16.7815	3.3425	-8.9466
O	-8.2382	12.5375	-4.6408
O	13.5433	4.7484	-12.8053
O	15.9913	4.0188	-6.4359
O	14.8646	30.2491	-5.993
O	-11.9924	25.4078	-7.5055
O	4.0217	6.8108	-0.1711
O	7.6438	13.7185	-1.4245
O	-2.0432	4.7975	18.285
O	8.0748	0.0464	20.0089
O	2.7464	-2.6381	15.4889
O	1.7705	12.2952	22.6651
O	-4.6359	20.8328	16.2612
O	4.1099	0.5107	21.9806
O	9.2605	-3.3749	18.3146
O	20.9277	18.997	24.1404
O	18.0984	4.6316	20.9523
O	2.8661	-1.6959	20.9411
O	2.9925	13.7707	15.3871
O	11.8544	14.356	28.189
O	11.1988	3.5918	18.5314
O	33.3277	-8.4633	25.704
O	3.7881	2.5075	18.3565
O	1.1586	8.4284	28.7054
O	-6.7402	11.9407	31.474
O	8.1399	-2.5941	15.3083
O	1.5138	15.6545	16.5564
O	15.409	-15.7088	26.7698
O	-10.0946	9.8803	16.3912
O	-0.508	1.1327	20.9991
O	10.3824	-0.0135	18.5745
O	2.8389	10.4611	28.7971
O	-8.2345	14.9995	26.254
O	18.9762	8.4034	26.0952
O	30.9496	20.7969	28.0443
O	17.0778	-6.4156	15.8849
O	20.249	12.4147	28.8738
O	5.3509	21.3035	20.0914
O	35.7991	21.2965	24.0803
O	8.192	13.71	15.3199
O	-15.3837	0.892	18.1653
O	-12.3477	-4.7182	16.1274
O	9.0073	12.5924	25.8584
O	17.6005	-1.828	28.3343
O	1.0593	29.2927	22.1426
O	0.2218	16.8527	28.3522
O	0.6197	20.9272	22.1159
O	1.5964	12.09	17.4826
O	-6.9086	-8.8562	24.0921
O	15.5571	14.7462	20.5368
O	28.8043	17.3432	17.37
O	8.8214	16.3374	22.8327
O	9.0533	13.0852	18.9573
O	-0.3695	18.7101	26.6585
O	3.7686	-2.8553	28.468
O	22.1316	16.7355	23.9797
O	6.5196	23.7165	25.0268
O	3.1341	3.0222	30.3001
O	-1.4662	12.2459	31.6527
O	-10.3549	6.1695	18.7392
O	10.0986	1.1209	16.2422
O	-1.4998	17.4366	20.6132
O	-6.2794	6.5562	16.2936
O	2.8254	0.4933	19.7069
O	7.2152	-0.0906	26.4435
O	-6.9068	10.8987	17.4457
O	-6.398	3.8158	28.0745
O	5.0913	4.8832	30.3826
O	-12.7448	27.7952	25.3581
O	6.467	12.894	20.6105
O	2.5729	8.8037	30.8146
O	-14.5659	22.1399	29.6654
O	0.3577	-2.4129	19.9365
O	-5.6298	1.4514	15.8134
O	-16.2751	-12.0166	30.7548
O	0.4978	22.2224	27.8909
O	-5.75	4.8075	18.1992
O	2.0946	28.711	26.7933
O	10.3342	12.003	23.6688
O	-8.2769	5.2604	29.2606
O	12.6583	8.2047	24.4568
O	-3.7345	13.0994	27.7012

Results
free energy: -134622.099 eV
free energy less fixed offsets of O -570.45, Si -639.56 eV per atom: -0.579 eV

Forces (eV/angstrom), in the order of the atoms: element, x, y, z
Si	-0.0069	-0.0098	-0.0983
Si	0.0031	0.0164	-0.0848
Si	0.0175	-0.0205	-0.0818
Si	-0.0049	0.0209	-0.0861
Si	0.0043	-0.018	-0.0704
Si	-0.0054	-0.0006	-0.0862
Si	-0.0106	-0.0125	-0.0771
Si	-0.0043	0.0189	-0.0723
Si	-0.0003	-0.0003	0.0053
Si	0.0005	-0.0012	0.0039
Si	0.0005	-0.0004	0.0047
Si	0.0008	0.001	0.0023
Si	-0.0009	0.0026	0.0016
Si	0.0007	-0.0014	0.003
Si	-0.0022	0.0007	0.0042
Si	-0.0004	0.0018	0.004
Si	0.0017	0.0004	-0.0022
Si	-0.0015	0.0011	-0.0009
Si	0.0017	0.0001	-0.0011
Si	-0.0004	-0.0006	-0.0008
Si	0.0005	0.0023	-0.0022
Si	-0.0001	-0.0012	0.0007
Si	0.0012	0.0005	-0.0019
Si	-0.0005	-0.0002	0.0005
Si	-0.0001	0.0002	0.0005
Si	0.0003	-0.0004	-0.0001
Si	0.0011	0.0003	0.0009
Si	-0.0002	0.0009	0.0007
Si	0.0009	0.0002	-0.0001
Si	-0.0003	0.0005	-0.0003
Si	0.0001	0.0004	0.0015
Si	0.0007	-0.0007	0.0014
Si	0.0003	0.0007	0.0009
Si	0.0004	0.0009	0.0009
Si	-0.0003	0.0004	0.0001
Si	0.0005	0.0006	0.0004
Si	0.0002	0.0002	0.0002
Si	0.0006	0.0004	0.0004
Si	0	0.0004	0.0007
Si	0.0003	-0.0005	0.0009
Si	0.0004	0.0003	0.0016
Si	0.0005	0.0008	0.0003
Si	0.0005	0.0006	0.001
Si	0.0007	0.0007	0.0012
Si	0.0006	0.0008	0.0006
Si	0.0002	0.0004	0.0009
Si	0.0006	-0.0001	0.0008
Si	0.0002	0.0007	0.0006
Si	0.0007	0.0015	0.0006
Si	0.0009	0.001	0.001
Si	0.0009	0.0001	0.0009
Si	0.0002	0.0007	0.0012
Si	0.0009	0.0014	0.0009
Si	0.0004	0.0004	0.001
Si	0.0008	0.001	0.0009
Si	0.0007	0.0011	0.0011
Si	0.0007	0.0007	0.001
Si	0.0015	-0.0004	0.0005
Si	0.0007	-0.0006	0.0012
Si	0.0001	0.0006	0.001
Si	0.0001	0.0008	0.0012
Si	0	-0.0003	0.0011
Si	0.0009	0.0004	0.0009
Si	0.0015	-0.0009	0.0008
Si	0.0002	0.0006	0.0003
Si	0.0008	-0.0004	0.0009
Si	0.0001	-0.0003	0
Si	0.0016	0.0002	0.0004
Si	0.0013	0.0006	0.0007
Si	0.0008	-0.0021	0.001
Si	0.0001	0.0021	0.0002
Si	0.0003	0.0007	0.0012
Si	0.0026	0.002	-0.0009
Si	0.0016	-0.0004	-0.0002
Si	0.0016	0.0007	-0.0006
Si	0.0007	-0.002	-0.0012
Si	0.0009	0.0017	-0.0005
Si	0.0002	0.0002	-0.0006
Si	0.0021	0.0004	-0.0008
Si	-0.0019	-0.0006	0.0004
Si	-0.0007	0	0.0047
Si	0	0.0011	0.0041
Si	0.0018	-0.0002	0.0037
Si	0.002	0.0007	0.0052
Si	0.0003	0.0016	-0.0013
Si	0.0016	0.0001	0.0039
Si	0.001	0.0007	0.0042
Si	-0.0018	0.0018	0.0004
Si	0.0049	-0.017	-0.0951
Si	-0.0133	-0.0012	-0.0613
Si	0.0161	-0.0112	-0.0763
Si	-0.0076	0.0093	-0.0649
Si	0.0135	-0.0056	-0.0605
Si	-0.0146	0.0114	-0.0754
Si	0.0136	-0.0074	-0.0692
Si	0.0023	0.0207	-0.0746
Si	0.0106	-0.0115	-0.1702
Si	0.0074	-0.0103	-0.1851
Si	0.0273	-0.0096	-0.1984
Si	-0.0282	0.0031	-0.1961
Si	0.0115	-0.005	-0.1687
Si	0.0143	0.0144	-0.1641
Si	0.0222	-0.0113	-0.2236
Si	0.0041	0.0061	-0.2147
Si	-0.0015	-0.0051	-0.191
Si	0.015	-0.0145	-0.207
Si	-0.017	-0.0058	-0.2273
Si	-0.0025	0.0002	-0.1748
Si	-0.0111	0.0091	-0.186
Si	0.001	-0.0111	-0.1816
Si	-0.0146	-0.0256	-0.2289
Si	0.0067	0.0075	-0.1979
Si	0.003	-0.0049	-0.1824
Si	0.0178	-0.0546	-0.1929
Si	0.0068	0.0088	-0.1615
Si	0.0032	-0.0219	-0.1755
Si	-0.014	-0.0175	-0.1908
Si	-0.0085	0.0143	-0.1535
Si	-0.0139	-0.0321	-0.186
Si	-0.0144	-0.0069	-0.2488
Si	0.0043	0.0151	-0.1977
Si	-0.0009	0.0026	-0.1739
Si	-0.0235	0.0177	-0.1659
Si	-0.0124	0.0224	-0.1732
Si	0.0074	0.0291	-0.2056
Si	-0.0167	-0.0221	-0.1828
Si	-0.0021	0.0032	-0.1746
Si	0.0265	-0.0155	-0.1665
Si	-0.0197	0.0089	-0.1694
Si	0.0057	0.0177	-0.1711
Si	-0.0146	0.0248	-0.2227
Si	-0.0086	-0.0032	-0.2146
O	0.012	-0.0016	0.1348
O	-0.0184	0.0234	0.1109
O	-0.0382	0.0193	0.1203
O	-0.0131	0.0367	0.1261
O	-0.005	0.0015	0.0389
O	0.0289	-0.0408	0.0896
O	-0.0262	-0.0249	0.191
O	0.0015	-0.0104	0.0598
O	0.0162	-0.005	0.06
O	-0.0333	0.0453	0.125
O	0.0119	-0.0371	0.0948
O	0.014	-0.0349	0.0774
O	0.0017	-0.0007	0.0416
O	0.008	0.0184	0.1145
O	0.0217	-0.0398	0.0876
O	0.0034	0.0007	0.0543
O	-0.0013	0.0015	0.0356
O	0.0184	0.0042	0.0788
O	-0.0288	0.0363	0.0864
O	-0.0229	0.0348	0.1418
O	0.036	0.015	0.0904
O	-0.0356	0.0042	0.1017
O	0.0016	-0.001	0.068
O	-0.0236	-0.0146	0.0676
O	-0.0024	0.0058	0.0447
O	-0.0116	0.0401	0.1068
O	-0.0294	-0.0086	0.0614
O	0.0608	0.0202	0.1109
O	0.007	0.0131	0.0626
O	0.0201	0.021	0.0777
O	0.0038	-0.0033	0.0403
O	0.004	-0.0064	0.0379
O	-0.0167	0.0244	0.1413
O	-0.006	0.0066	0.057
O	-0.027	0.036	0.091
O	0.0592	-0.0014	0.1496
O	-0.0397	0.0103	0.1201
O	0.0113	-0.025	0.0822
O	-0.0039	0.0009	0.0671
O	-0.0291	0.0434	0.0886
O	0.0244	0.0214	0.0827
O	-0.0223	0.0305	0.0821
O	-0.0069	0.0025	0.0655
O	-0.0323	-0.0112	0.0699
O	-0.0114	-0.0693	0.1202
O	0.0018	-0.0005	0.0357
O	0.0251	0.0086	0.1295
O	-0.0089	-0.0204	0.1137
O	-0.0489	-0.0207	0.0906
O	-0.0224	0.0052	0.1136
O	-0.0187	-0.0315	0.1389
O	0.0067	-0.0377	0.0795
O	-0.0042	0.0219	0.0821
O	0.0289	0.0073	0.0687
O	0.0231	0.0274	0.0875
O	0.0497	-0.0117	0.1182
O	0.028	0.0039	0.0549
O	0.0382	0.0073	0.1662
O	-0.0012	-0.0105	0.0609
O	0.0485	0.0013	0.1074
O	-0.0124	0.0251	0.0986
O	-0.0041	-0.0029	0.0675
O	0.0478	-0.0308	0.1144
O	-0.0079	-0.0371	0.1033
O	0.0017	0.0053	0.0455
O	-0.0243	0.0391	0.0741
O	0.0373	-0.0303	0.0996
O	-0.0277	-0.0283	0.1012
O	0.0315	-0.0313	0.0769
O	0.0153	-0.044	0.1255
O	0.0051	-0.0331	0.0764
O	-0.0258	0.0134	0.0757
O	-0.0096	-0.0065	0.1388
O	0.028	0.0223	0.1002
O	-0.0118	0.0409	0.0886
O	-0.0062	0.0479	0.084
O	0.0065	-0.0244	0.1366
O	-0.014	-0.0183	0.0695
O	0.0409	0.0291	0.101
O	0.022	-0.0238	0.0853
O	-0.0218	0.0189	0.0828
O	-0.0417	-0.0075	0.0747
O	-0.0302	-0.0415	0.0998
O	-0.0125	-0.0034	0.0677
O	-0.0295	0.0454	0.1438
O	0.0137	-0.0069	0.0644
O	0.04	0.0273	0.0989
O	0.009	0.0057	0.1395

The program warned: the cutoff lies below the one the program advises for these potential files; the forces do not sum to zero within the program's tolerance; empty levels may hold ghost states of the PAW files; the exchange-correlation potential is rough where the density is thin.
